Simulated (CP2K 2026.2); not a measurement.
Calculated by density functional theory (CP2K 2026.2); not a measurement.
Periodic cell of 504 atoms, Si360O144, from a study of silicon, its oxide and their interface. The atomic structure is a simulated model.
Doubt: the forces sum to 2.69 eV/angstrom along one axis rather than to zero, so they err by at least 0.0053 eV/angstrom per atom on average; the grid cutoff is modest.

Settings: functional PBE; method Gaussian and plane waves; basis set DZVP-MOLOPT-SR-GTH; pseudopotentials GTH-PBE; grid cutoff 300 Ry, relative cutoff 40 Ry; k points Gamma only; occupations fixed; spin none; net charge 0.

Cell vectors (angstrom)
a 16.32 0 0
b 0 16.32 0
c -1.9274 6.6143 33.5312

Atoms and the computed forces on them: element, x, y, z (angstrom), force x, y, z (eV/angstrom)
Si 1.661 -1.652 -0.022 -0.215 0.103 0.742
Si 4.201 1.168 0.121 -0.13 0.227 0.776
Si 1.252 4.389 0.017 0.045 -0.248 0.679
Si 4.394 6.557 0.198 -0.096 0.051 0.709
Si 1.066 -6.596 -0.026 0.2 -0.074 0.731
Si 3.909 -3.877 -0.045 0.119 -0.237 0.725
Si 6.489 -1.048 -0.131 0.338 -0.315 0.697
Si 9.687 1.14 0.05 -0.176 0.135 0.696
Si 6.502 4.275 0.043 0.176 -0.122 0.735
Si 9.251 7.112 0.081 0.07 -0.149 0.749
Si 7.016 9.213 0.325 0.116 0.114 0.686
Si -6.409 -4.328 -0.016 -0.219 0.118 0.705
Si -4.297 -0.928 0.251 -0.021 -0.182 0.692
Si -1.681 1.581 0.301 0.254 -0.047 0.75
Si -3.889 3.781 0.107 -0.149 0.31 0.742
Si -1.08 6.516 -0.002 -0.165 0.17 0.79
Si -4.217 -6.585 0.097 0.079 -0.175 0.709
Si -1.181 -4.351 -0.124 -0.152 0.195 0.7
Si 2.684 -0.053 1.376 -0.001 -0.019 -0.047
Si 5.388 2.731 1.408 -0.008 0.001 -0.04
Si 2.745 5.468 1.454 -0.003 0.006 -0.032
Si 5.512 8.038 1.614 0 0.001 -0.02
Si 2.72 -5.47 1.245 -0.018 0.023 -0.02
Si 5.484 -2.715 1.237 -0.017 0.006 -0.05
Si 8.105 -0.033 1.301 -0.017 -0.005 -0.056
Si -5.488 2.694 1.412 -0.001 -0.014 -0.075
Si 8.13 5.437 1.32 -0.006 -0.004 -0.058
Si -5.433 8.183 1.374 0.005 0.009 -0.05
Si 8.256 -5.404 1.325 0.005 -0.009 -0.05
Si -5.379 -2.707 1.35 0 -0.002 -0.047
Si -2.817 0.122 1.701 -0.002 -0.001 -0.014
Si 0.075 2.744 1.297 0.003 0.033 -0.05
Si -2.713 5.428 1.309 0.019 -0.014 -0.072
Si -0.026 8.155 1.338 0.005 -0.008 -0.042
Si -2.69 -5.392 1.378 0.014 -0.004 -0.048
Si -0.029 -2.745 1.212 0.001 -0.004 -0.076
Si 1.346 1.343 2.7 0.002 0.026 0.002
Si 4.038 4.047 2.799 0.013 -0.006 0.017
Si 1.376 6.867 2.743 -0.008 0.003 0.023
Si 4.06 9.522 2.695 -0.028 -0.004 0.003
Si 1.346 -4.097 2.639 -0.007 -0.005 0.015
Si 4.121 -1.387 2.684 0.003 -0.003 0.047
Si 6.813 1.372 2.705 0.012 -0.001 0.018
Si 9.492 4.103 2.698 -0.023 -0.013 0.031
Si 6.863 6.686 2.885 0.041 -0.007 0.055
Si 9.566 -6.763 2.756 -0.011 -0.004 0.04
Si 6.834 -4.058 2.635 -0.009 -0.023 0.004
Si -6.848 -1.398 2.68 0.009 0.023 0.009
Si -4.192 1.456 2.949 -0.019 0.051 0.046
Si -1.335 4.083 2.697 -0.012 -0.009 0.039
Si -4.068 6.789 2.68 0.014 0.01 0.012
Si -1.389 -6.828 2.716 0.01 0.01 0.018
Si -4.015 -4.018 2.747 -0.008 -0.005 0.021
Si -1.338 -1.387 2.699 0.018 -0.036 0.003
Si -0.003 -0.01 4.062 -0.01 -0.001 0.009
Si 2.688 2.675 4.112 0.004 -0.002 0.006
Si 0.004 5.461 4.067 0.001 -0.006 -0.026
Si 2.726 8.2 4.108 -0.002 -0.008 0.021
Si 0.004 -5.453 4.044 0.015 0.008 -0.019
Si 2.724 -2.741 4.024 -0.017 -0.001 -0.019
Si 5.449 -0.003 4.059 -0.021 0.001 -0.013
Si 8.158 2.726 4.081 -0.009 -0.005 -0.006
Si 5.428 5.373 4.171 -0.002 0.006 -0.004
Si 8.206 -8.152 4.121 -0.008 0.004 -0.025
Si 5.45 -5.42 4.009 0.014 0.008 0.002
Si 8.143 -2.731 4.071 0.017 -0.003 0.006
Si -5.534 -0.03 4.13 0.009 -0.021 -0.002
Si -2.704 2.792 4.147 0.009 -0.008 -0.005
Si -5.437 5.448 4.057 0.007 -0.008 -0.019
Si -2.74 8.146 4.079 0.002 0.021 0.006
Si -5.393 -5.404 4.091 -0.003 0.003 -0.006
Si -2.676 -2.698 4.116 0.003 -0.009 0.025
Si 1.346 -1.367 16.332 0.002 0.004 -0.004
Si 4.092 1.378 16.328 0.006 -0.002 0.002
Si 1.37 4.081 16.295 -0.006 0.007 -0.01
Si 4.104 6.791 16.294 0.001 0.004 -0.009
Si 1.333 -6.777 16.272 0.002 -0.003 -0.017
Si 4.072 -4.05 16.293 0.003 0.01 -0.011
Si 6.798 -1.356 16.297 0.001 -0.006 -0.01
Si -6.801 1.353 16.335 0.001 -0.001 -0.008
Si 6.801 4.074 16.336 -0.006 0.003 -0.004
Si -6.793 6.807 16.348 -0.002 0.003 -0.007
Si 6.813 -6.826 16.32 -0.004 0 -0.007
Si -6.799 -4.099 16.326 -0.006 0.006 -0.003
Si -4.082 -1.369 16.338 -0.003 -0.005 -0.005
Si -1.353 1.358 16.317 0.001 0.002 -0.008
Si -4.087 4.085 16.321 -0.005 -0.011 -0.011
Si -1.378 6.819 16.299 0.004 -0.004 -0.007
Si -4.091 9.499 16.328 0.002 -0.005 -0.007
Si -1.359 -4.075 16.34 0.007 -0.005 0.001
Si 2.712 0.015 17.654 0 0.006 0.016
Si 5.459 2.715 17.726 -0.001 -0.009 0.01
Si 2.768 5.411 17.637 -0.005 -0.003 -0.012
Si 5.434 8.152 17.675 0.01 -0.009 0.028
Si 2.646 -5.368 17.607 -0.012 0.008 -0.016
Si 5.455 -2.716 17.656 -0.017 0.001 0.019
Si 8.137 -0.009 17.68 0.007 -0.006 0
Si -5.416 2.699 17.684 -0.008 -0.011 0.005
Si 8.149 5.451 17.686 0.015 0.007 0.022
Si -5.438 8.16 17.74 0.004 0.004 0.005
Si 8.197 -5.503 17.685 0.011 -0.004 -0.006
Si -5.462 -2.726 17.69 0.008 0.002 0.02
Si -2.696 -0.014 17.68 -0.006 0.014 -0.01
Si -0.003 2.746 17.655 0.005 -0.012 0.006
Si -2.762 5.493 17.665 -0.004 0.005 -0.007
Si 0.005 -8.151 17.637 -0.012 0.019 0.028
Si -2.709 -5.479 17.665 -0.002 -0.001 0.013
Si -0.012 -2.712 17.731 -0.004 0.001 0.011
Si 1.35 1.382 19.012 0.008 -0.007 -0.043
Si 4.083 4.075 19.074 0.005 0.007 0.001
Si 1.423 6.811 18.925 0.01 -0.003 -0.035
Si 4.01 -6.724 18.886 0.006 -0.005 -0.031
Si 1.344 -4.073 19.1 0.008 -0.006 -0.007
Si 4.084 -1.343 18.997 -0.001 0.013 -0.039
Si 6.809 1.329 19.093 -0.001 0 -0.019
Si -6.78 4.08 19.005 -0.008 0.015 -0.04
Si 6.776 6.785 19.077 -0.014 -0.005 -0.025
Si -6.813 9.468 19.142 -0.012 0.016 -0.001
Si 6.833 -4.119 18.969 -0.005 0.011 -0.03
Si 9.489 -1.349 19.051 -0.003 -0.017 -0.027
Si -4.028 1.34 19.042 0.009 0.001 -0.028
Si -1.374 4.151 18.963 0.012 -0.016 -0.027
Si -4.07 6.826 19.123 0.005 -0.009 0
Si -1.332 -6.817 19.045 0.003 -0.001 -0.027
Si -4.111 -4.15 18.993 -0.012 -0.015 -0.043
Si -1.379 -1.356 19.099 0.008 0.006 -0.003
Si -0.012 0.061 20.418 0.016 0.004 0.061
Si 2.725 2.704 20.413 -0.022 -0.025 0.051
Si 0.061 5.48 20.257 0.011 0.008 0.053
Si 2.712 8.243 20.254 -0.007 -0.003 0.052
Si -0.006 -5.46 20.466 -0.008 -0.009 0.038
Si 2.732 -2.671 20.392 0.009 0.012 0.054
Si 5.413 -0.025 20.437 -0.011 -0.008 0.059
Si 8.218 2.706 20.385 -0.003 0.002 0.072
Si 5.406 5.423 20.473 0.008 0.014 0.046
Si 8.11 8.123 20.513 0.001 -0.005 0.068
Si 5.357 -5.409 20.244 -0.003 0.016 0.045
Si 8.172 -2.806 20.374 0.028 -0.004 0.029
Si -5.418 -0.01 20.396 0.002 -0.005 0.04
Si -2.692 2.8 20.347 -0.023 0.005 0.055
Si -5.463 5.435 20.426 -0.005 -0.013 0.079
Si -2.637 -8.175 20.479 0.018 0.01 0.061
Si -5.405 -5.493 20.462 0.017 0.003 0.064
Si -2.775 -2.801 20.35 0.014 -0.014 0.053
Si 1.584 -1.082 21.69 -0.104 -0.15 -0.78
Si 3.811 1.113 21.77 0.207 0.128 -0.78
Si 1.154 3.948 21.628 0.253 0.076 -0.758
Si 4.248 7.152 21.607 0.015 -0.258 -0.738
Si 1.195 -7.051 21.738 0.082 0.245 -0.708
Si 4.324 -3.841 21.663 -0.194 -0.063 -0.735
Si 6.577 -1.679 21.637 0.025 0.124 -0.675
Si -6.417 1.684 21.683 -0.121 -0.116 -0.765
Si 6.972 4.164 21.725 -0.198 -0.118 -0.746
Si -7.136 6.405 21.766 0.121 0.281 -0.802
Si 6.415 -6.952 21.607 0.226 -0.014 -0.695
Si 9.723 -3.94 21.766 -0.146 -0.157 -0.708
Si -4.379 -1.715 21.646 0.016 0.103 -0.711
Si -1.086 1.751 21.665 -0.089 -0.201 -0.766
Si -4.208 3.941 21.737 0.132 0.2 -0.722
Si -0.963 6.987 21.704 -0.244 -0.001 -0.751
Si -3.782 -6.596 21.79 -0.127 -0.154 -0.688
Si -1.638 -4.316 21.728 0.19 0.055 -0.743
Si -0.42 -2.919 -7.219 -0.031 -0.001 -0.003
Si -7.147 -4.869 -5.092 0.08 0.014 0.083
Si -7.802 4.341 -7.157 -0.03 0.033 0.016
Si -4.191 -8.011 24.576 0.044 0.088 -0.188
Si 3.369 7.019 -4.689 0.02 -0.018 0.003
Si 7.87 7.326 -7.082 0.112 0.146 0.108
Si 5.663 2.298 23.978 -0.051 0.025 -0.182
Si 7.249 -0.43 24.385 -0.016 -0.039 -0.063
Si 4.829 4.521 25.675 -0.02 0.013 0.08
Si 2.96 -7.972 -2.04 0.019 0.024 0.162
Si -2.624 5.607 23.952 -0.049 -0.078 -0.172
Si 2.499 -5.163 23.868 0.017 -0.079 -0.178
Si 5.182 -5.854 -1.954 -0.036 0.086 0.088
Si -3.247 8.136 -5.022 0.034 0.116 0.038
Si 2.611 5.669 23.827 -0.03 0.044 -0.12
Si -2.116 2.832 -4.414 0.002 -0.098 0.025
Si -2.369 -7.97 -2.163 0.072 0.044 0.098
Si 2.816 2.815 -2.21 0 0.103 0.052
Si 1.361 7.714 -6.764 0.028 0.053 -0.053
Si 6.843 -0.359 -3.02 -0.001 -0.089 0.087
Si -5.911 -3.357 -2.746 -0.108 0.071 0.072
Si 7.722 2.326 -2.154 0.074 -0.03 0.235
Si -0.854 3.83 -7.086 -0.032 -0.073 0.057
Si 5.738 3.182 -7.183 -0.073 0.106 0.035
Si -5.349 -3.467 -7.108 0.047 0.042 -0.001
Si -2.993 -2.315 -5.484 0.04 -0.011 0.041
Si -2.318 -0.334 -1.863 -0.065 0.136 0.17
Si 0.321 -1.335 -2.787 0.12 0.058 0.087
Si 4.053 4.067 -4.715 0.028 -0.098 -0.035
Si -6.204 6.461 -2.868 0.009 -0.015 0.018
Si -6.333 -7.894 -5.089 0.121 -0.03 -0.004
Si -7.004 3.953 -4.126 0.049 0.044 0.104
Si -3.778 -0.785 24.491 0.013 0.028 -0.088
Si 6.264 -5.188 -4.607 -0.032 -0.095 -0.009
Si 0.929 0.479 26.22 0.021 -0.084 0.026
Si -6.507 0.776 24.597 -0.028 -0.084 -0.11
Si -1.56 -6.078 -4.054 0.134 0.058 -0.025
Si -1.56 6.772 -6.977 0.078 -0.02 0.066
Si 0.554 1.42 -3.982 -0.037 0.103 0.071
Si -4.364 4.285 -2.938 0.061 -0.044 0.018
Si -1.527 1.115 24.644 0.128 0.08 -0.087
Si 5.257 -7.52 -6.315 -0.061 -0.012 -0.122
Si 7.633 5.65 25.996 0.085 0.064 -0.01
Si 3.545 -3.909 -5.274 -0.016 -0.007 -0.081
Si 0.728 -3.857 -4.532 -0.179 -0.084 -0.067
Si -6.951 7.717 24.459 -0.112 -0.142 -0.019
Si -3.844 0.476 -4.427 -0.01 -0.141 0.03
Si -6.615 -0.694 -4.367 0.012 -0.01 0.081
Si 4.927 -1.238 -5.419 0.119 0.015 0.003
Si -8.159 -5.803 23.768 -0.046 0.119 -0.138
Si 2.039 7.48 26.148 -0.046 -0.029 -0.004
Si 1.787 2.793 -6.391 0.049 -0.05 0.024
Si 0.223 -2.947 23.835 0.048 -0.054 -0.157
Si -2.89 -3.824 -2.795 0.061 -0.051 0.087
Si 1.38 -1.367 5.406 0.005 -0.009 0.003
Si 4.082 1.332 5.445 0.02 0.005 0.01
Si 1.343 4.081 5.437 -0.006 0.002 0.009
Si 4.076 6.807 5.454 0 0.005 -0.003
Si 1.355 9.541 5.45 -0.008 0.003 0.006
Si 4.086 -4.083 5.402 -0.006 -0.015 -0.009
Si 6.794 -1.36 5.432 0.01 0.017 0.003
Si 9.475 1.359 5.476 0.003 0.008 0.008
Si 6.803 4.034 5.493 -0.004 -0.008 0.019
Si -6.762 6.805 5.461 0 -0.003 0.003
Si 6.792 -6.785 5.412 -0.004 0.003 -0.003
Si -6.796 12.248 5.433 -0.001 -0.001 0.014
Si -4.091 -1.355 5.444 0.002 0.009 0.002
Si -1.361 1.355 5.439 -0.019 -0.003 0.002
Si -4.081 4.132 5.473 -0.002 0 0.015
Si -1.362 6.805 5.439 -0.004 -0.005 0.002
Si -4.069 -6.795 5.449 -0.001 -0.007 0.007
Si -1.336 -4.095 5.438 0.011 -0.004 0.012
Si 2.721 -0.02 6.8 0.006 0.005 -0.003
Si 5.431 2.686 6.83 0.005 -0.011 0.005
Si 2.709 5.44 6.799 0.006 -0.001 -0.002
Si 5.444 -8.147 6.794 0.001 0.001 -0.002
Si 2.733 -5.428 6.791 -0.007 -0.005 0.004
Si 5.432 -2.724 6.783 -0.001 0.007 0.001
Si 8.13 -0.006 6.825 -0.005 0.005 0.009
Si -5.441 2.725 6.798 0.009 -0.009 -0.006
Si -8.146 5.437 6.803 -0.009 -0.003 -0.007
Si -5.422 8.169 6.822 0.008 0.006 0
Si -8.165 10.885 6.784 0.004 -0.003 -0.004
Si -5.44 -2.721 6.805 -0.005 -0.004 -0.004
Si -2.732 0.009 6.799 -0.003 0.004 0.007
Si -0.005 2.718 6.803 -0.004 0.002 -0.006
Si -2.718 5.472 6.829 -0.013 0.008 0.005
Si -0.002 8.166 6.799 0.005 0.007 0.001
Si -2.703 -5.443 6.805 0.001 -0.001 0
Si 0.018 -2.718 6.783 -0.001 -0.012 0.004
Si 1.362 1.357 8.153 0.001 0.001 -0.004
Si 4.073 4.079 8.158 0.005 -0.003 -0.007
Si 1.354 6.801 8.161 -0.006 -0.005 -0.007
Si 4.081 -6.794 8.157 0 0.002 -0.004
Si 1.371 -4.072 8.154 0.012 0.01 0
Si 4.08 -1.373 8.162 0 0.002 0.003
Si 6.785 1.341 8.196 -0.012 -0.012 0.008
Si -6.795 4.078 8.17 0.003 0.004 -0.008
Si 6.805 6.805 8.149 -0.001 0.011 0.003
Si -6.808 9.526 8.154 -0.002 -0.011 0.001
Si 6.798 -4.077 8.15 -0.001 -0.003 -0.006
Si -6.802 -1.36 8.165 0.006 0.015 -0.005
Si -4.084 1.368 8.163 0.009 -0.007 0.009
Si -1.365 4.08 8.166 -0.011 -0.004 -0.004
Si -4.071 6.819 8.191 0.018 0.009 0.008
Si -1.353 -6.8 8.171 -0.006 -0.005 0.001
Si -4.078 -4.084 8.157 -0.004 -0.004 -0.003
Si -1.359 -1.361 8.14 -0.004 0.001 -0.008
Si -0.006 0.001 9.509 -0.002 -0.002 -0.002
Si 2.716 2.719 9.518 0.01 0.002 -0.001
Si -0.003 5.44 9.524 -0.002 0.001 -0.003
Si 2.721 -8.157 9.515 0.004 0 0.003
Si 0.01 -5.433 9.516 0.003 -0.001 -0.006
Si 2.721 -2.722 9.525 -0.001 -0.004 0.001
Si 5.429 -0.018 9.54 0.004 0.005 0.006
Si -8.159 2.715 9.526 -0.008 -0.007 -0.007
Si 5.44 5.443 9.509 -0.003 -0.003 -0.002
Si -8.161 8.16 9.516 0.001 0.002 0
Si 5.442 -5.437 9.517 -0.005 0.001 0.002
Si -8.163 -2.723 9.52 0.002 0.007 -0.001
Si -5.443 0.003 9.522 0.001 0 0
Si -2.724 2.721 9.527 -0.005 0.002 0.003
Si -5.436 5.44 9.528 0.004 0.003 -0.006
Si -2.712 -8.148 9.541 -0.006 0.003 0.008
Si -5.446 -5.439 9.515 0.002 -0.006 0
Si -2.719 -2.716 9.509 0.008 0 0
Si 1.354 -1.356 10.872 0.01 0.002 -0.001
Si 4.074 1.361 10.88 -0.002 -0.009 0
Si 1.358 4.079 10.881 -0.002 -0.006 -0.003
Si 4.082 -9.518 10.875 0.001 0.001 -0.005
Si 1.363 -6.796 10.879 -0.002 0.001 0.003
Si 4.082 -4.081 10.883 0.003 0.006 0.003
Si 6.8 -1.37 10.893 -0.011 0.003 0.002
Si -6.801 1.358 10.89 0.009 0.004 0.002
Si -9.521 4.082 10.872 0.004 0.007 -0.001
Si -6.801 6.801 10.877 -0.005 -0.002 0
Si -9.519 9.519 10.878 0.003 -0.003 -0.001
Si -6.801 -4.08 10.882 0.001 -0.002 -0.005
Si -4.079 -1.359 10.878 -0.004 0.002 -0.003
Si -1.362 1.357 10.881 0.002 0.004 0
Si -4.082 4.078 10.889 0.005 -0.004 0.002
Si -1.358 6.8 10.89 -0.004 0.003 0.003
Si -4.088 -6.793 10.881 0.004 0.001 0.002
Si -1.36 -4.074 10.869 -0.001 -0.004 -0.003
Si 2.712 0.004 12.231 -0.001 0.012 -0.003
Si 5.443 2.72 12.232 -0.001 -0.001 -0.003
Si 2.72 5.443 12.235 0.002 -0.001 0.002
Si 5.445 -8.163 12.24 0 0.003 0.005
Si 2.723 -5.44 12.242 0.006 -0.003 -0.001
Si 5.437 -2.724 12.251 0.002 -0.008 0.004
Si 8.162 -0.006 12.249 -0.001 -0.003 0
Si -5.443 2.719 12.252 0 -0.002 0.001
Si -8.157 5.435 12.232 -0.003 0.005 -0.003
Si -5.444 8.16 12.238 0.005 0.002 0.001
Si -8.161 10.878 12.241 0.001 0 0.002
Si -5.438 -2.721 12.241 0.005 0.001 0
Si -2.724 0.001 12.245 0 -0.002 -0.001
Si 0 2.717 12.242 0.002 0 0.005
Si -2.721 5.437 12.245 -0.004 -0.004 0.001
Si 0 8.168 12.242 0.003 -0.003 0.003
Si -2.728 -5.428 12.227 -0.005 0.002 -0.004
Si -0.006 -2.713 12.232 -0.001 0.006 -0.004
Si 1.361 1.355 13.602 0.012 -0.013 0.001
Si 4.084 4.081 13.587 0.002 -0.001 0.001
Si 1.36 6.806 13.597 -0.006 0.012 0.006
Si 4.086 -6.801 13.601 0.005 -0.007 0.003
Si 1.357 -4.07 13.586 -0.001 -0.002 0.003
Si 4.074 -1.344 13.592 -0.011 0.01 -0.003
Si 6.804 1.366 13.599 -0.006 0.003 0.007
Si -6.808 4.08 13.606 -0.002 0.002 0.002
Si 6.814 -9.526 13.594 0.008 -0.012 -0.003
Si -6.797 9.521 13.601 -0.002 0 0.006
Si 6.796 -4.09 13.606 -0.003 0.007 0.003
Si 9.523 -1.369 13.608 0.008 -0.003 0.004
Si -4.083 1.359 13.612 -0.005 0.004 0.007
Si -1.359 4.078 13.602 0.001 -0.003 0.002
Si -4.092 6.792 13.596 0.006 0.001 0.004
Si -1.378 9.531 13.585 -0.011 0.013 -0.001
Si -4.076 -4.079 13.604 0.004 -0.006 0.002
Si -1.366 -1.362 13.603 0.004 -0.002 0.008
Si -0.001 -0.006 14.96 -0.001 0.007 -0.002
Si 2.731 2.719 14.947 0 0.004 0.004
Si -0.004 5.448 14.956 0 -0.006 -0.003
Si 2.723 8.162 14.957 0.002 -0.001 -0.001
Si -0.023 -5.418 14.933 -0.004 -0.003 0
Si 2.71 -2.699 14.943 0.006 -0.001 0.003
Si 5.437 0.014 14.953 -0.001 -0.005 0.001
Si 8.161 2.717 14.972 0.006 -0.003 0.002
Si 5.457 5.427 14.946 0.004 0.007 0.005
Si 8.174 -8.169 14.958 0.004 -0.001 0.004
Si 5.442 -5.448 14.973 0 -0.003 0.002
Si 8.161 -2.735 14.962 -0.005 -0.003 -0.003
Si -5.441 -0.008 14.974 -0.002 -0.004 0
Si -2.719 2.723 14.967 0.005 -0.006 -0.003
Si -5.453 5.441 14.968 0.005 -0.002 0
Si -2.737 8.164 14.94 -0.007 0.003 -0.002
Si -5.433 -5.444 14.963 0.004 0.002 0.002
Si -2.721 -2.721 14.972 -0.002 0.008 0.001
O 3.699 -4.524 22.998 0.027 -0.113 0.345
O 5.422 5.428 -0.42 -0.006 0.013 -0.453
O -1.041 -3.562 23.04 -0.253 0.241 0.175
O -1.872 -3.851 -1.526 -0.063 0.295 -0.125
O 5.356 -8.084 22.15 -0.104 0.082 0.565
O -3.243 1.845 -5.038 -0.305 -0.144 -0.385
O -3.593 -1.112 22.928 0.62 0.341 -0.202
O 1.67 4.683 22.982 -0.129 0.159 0.521
O -3.252 -4.417 25.98 0.094 0.137 -0.402
O -6.5 6.785 23.215 0.427 -0.36 0.098
O -5.464 0.059 -0.375 -0.041 -0.131 -0.384
O -6.361 6.587 -1.276 0.293 -0.229 -0.114
O 7.046 3.52 -1.296 0.127 0.33 -0.414
O -6.976 1.093 23.083 -0.182 0.017 0.184
O 1.316 -4.098 24.06 0.028 -0.053 0.182
O -4.393 -7.293 23.132 -0.473 -0.171 -0.026
O -3.361 -7.188 -1.151 -0.153 -0.151 -0.008
O -5.361 -5.529 -0.434 0.025 -0.051 -0.532
O -1.715 7.102 -1.383 -0.217 -0.325 -0.473
O 2.111 3.969 -1.309 0.02 0.364 -0.262
O -7.614 -0.305 25.092 0.174 -0.429 0.248
O -2.711 2.716 -0.241 0.101 0.072 -0.454
O 8.097 -8.127 -0.372 -0.158 -0.283 -0.481
O 2.59 7.504 -3.359 -0.605 -0.224 -0.004
O -6.827 -3.574 -1.417 -0.385 0.398 -0.103
O 0.128 8.11 22.213 0.029 -0.036 0.388
O 3.345 -4.733 -6.658 0.273 0.197 -0.252
O -3.275 0.398 -2.918 -0.23 0.433 0.316
O 1.142 -1.031 -1.433 0.17 0.519 -0.11
O -2.71 -5.441 22.264 -0.161 0.09 0.388
O -0.94 1.984 -3.667 -0.209 0.012 0.541
O 3.938 -6.753 -2.428 0.01 0.462 -0.335
O -0.02 -5.458 -0.509 -0.002 -0.017 -0.311
O -5.289 2.782 22.16 0.154 -0.095 0.388
O -5.525 -2.768 22.203 -0.126 -0.072 0.216
O 1.632 -7.366 -1.352 -0.301 0.007 -0.481
O -1.771 1.311 23.066 -0.503 -0.326 0.264
O 8.039 5.311 22.189 0.122 -0.106 0.262
O 4.372 1.775 23.151 -0.205 -0.042 0.555
O 1.914 -6.464 23.087 0.24 -0.293 0.363
O -3.347 -7.038 25.511 -0.149 0.1 0.151
O 6.633 1.17 -2.492 -0.461 0.153 -0.105
O 5.26 2.979 25.396 -0.042 -0.274 0.645
O 3.408 -8.021 25.895 0.432 -0.571 -0.306
O 5.279 0.029 -0.31 -0.111 0.064 0.071
O -7.753 4.409 25.527 0.453 -0.13 -0.604
O 2.26 -4.363 -4.405 0.085 -0.492 0.503
O 2.788 -2.76 -0.465 -0.045 0.066 -0.354
O -7.336 1.729 -1.306 -0.17 0.218 -0.214
O 6.423 3.397 23.055 -0.016 0.045 0.354
O 2.668 3.768 -5.475 -0.244 0.345 -0.148
O 4.206 5.656 -4.48 0.528 0.071 0.255
O -4.37 -3.029 -5.908 -0.181 -0.189 0.423
O 0.885 -1.74 22.998 -0.328 0.346 0.39
O -3.254 7.898 -3.427 -0.352 -0.178 -0.013
O 0.809 -7.798 26.189 -0.122 0.009 -0.554
O -1.904 -2.654 -6.627 0.005 -0.178 -0.01
O 0.658 -0.184 -3.861 0.261 -0.232 -0.348
O -4.746 5.835 -3.226 0.437 0.356 -0.291
O 5.958 -6.542 -0.746 -0.37 -0.055 -0.005
O 3.927 3.379 -3.249 0.278 -0.214 0.039
O -5.463 0.448 -4.328 -0.152 0.395 0.149
O -7.23 -4.642 23.113 0.144 0.203 0.315
O 5.466 -2.773 22.166 -0.262 -0.17 0.416
O -1.396 3.669 -5.577 -0.005 0.568 0.064
O -4.534 4.127 -1.34 -0.428 0.004 0.014
O 6.075 -1.829 -6.414 0.352 0.105 0.004
O -1.389 0.69 -1.026 0.4 0.288 -0.284
O -6.122 -1.928 -3.45 -0.178 -0.046 0.106
O 0.759 3.733 -7.2 0.346 0.499 -0.182
O -6.639 -4.147 -6.43 -0.115 -0.199 -0.23
O 0.035 2.859 22.106 -0.014 0.028 0.314
O 0.079 5.44 -0.453 0.132 -0.002 -0.494
O -3.275 -1.284 -0.968 -0.078 -0.412 -0.139
O 0.579 -2.825 -3.313 -0.14 -0.207 0.235
O 1.806 -7.059 -6.454 -0.112 0.084 0.742
O 1.755 6.438 24.953 -0.707 0.207 0.083
O 3.759 4.801 24.519 0.088 -0.064 -0.346
O -4.374 -3.496 -2.28 -0.003 0.012 0.48
O -8.066 7.024 25.402 -0.386 0.166 0.467
O -1.171 -7.06 -2.807 0.353 -0.234 0.312
O 4.389 -8.121 -5.1 -0.073 0.322 0.222
O -5.007 0.233 24.665 0.033 0.328 0.362
O -3.476 6.887 24.403 -0.341 0.142 0.201
O -4.763 -7.879 -5.525 0.053 0.057 -0.06
O 2.282 6.761 -5.846 -0.137 -0.603 -0.136
O 2.691 0.005 22.223 0.095 0.085 0.485
O -2.661 6.836 -5.791 -0.155 -0.424 0.436
O -7.29 5.391 -3.424 -0.703 0.162 -0.14
O 3.715 7.346 -1.036 -0.266 -0.238 -0.088
O 0.922 1.767 -5.505 0.006 -0.432 -0.262
O 3.563 1.779 -1.236 0.091 -0.225 -0.199
O -5.513 3.439 -3.717 0.338 -0.617 -0.388
O 6.117 -6.272 -5.779 0.533 -0.055 -0.272
O 1.62 2.079 -2.985 -0.086 -0.261 0.106
O 4.949 -4.275 -4.592 0.101 0.401 0.456
O -3.543 4.569 23.096 0.138 -0.209 0.336
O -2.019 4.895 25.275 0.584 0.139 -0.002
O -2.883 3.853 -3.409 0.268 0.276 -0.055
O 7.769 -5.468 25.283 0.383 0.216 0.233
O -2.173 2.329 25.479 -0.334 -0.136 0.131
O 5.884 -3.945 26.127 -0.455 -0.065 -0.29
O 5.268 3.508 -5.647 0.342 -0.089 0.168
O 6.601 1.042 24.315 -0.069 0.257 0.148
O 4.599 -4.432 -1.428 0.22 0.158 -0.195
O -7.125 4.127 -5.716 0.434 0.024 0.043
O -0.179 7.41 -6.42 -0.007 0.504 0.318
O -2.52 -2.851 -4.04 0.456 0.133 0.129
O -6.792 -1.04 -5.927 -0.213 -0.17 0.038
O -2.85 -5.273 -3.496 -0.547 -0.214 -0.115
O 5.413 -6.457 26.207 0.074 -0.428 -0.288
O -1.254 -1.292 -2.536 -0.112 -0.556 -0.037
O 6.296 -5.792 -3.116 0.445 -0.188 0.14
O -8.066 -0.29 -3.809 0.157 0.08 -0.308
O -7.024 -6.457 -5.255 -0.382 -0.083 -0.022
O -7.444 -7.237 23.774 0.181 -0.043 -0.457
O -5.616 8.044 25.294 -0.048 0.103 0.684
O -3.279 -0.73 -5.353 0.094 0.16 -0.407
O 6.951 -1.32 -1.693 0.44 -0.505 -0.173
O 0.065 0.888 24.904 0.313 0.156 -0.478
O 7.375 -1.049 22.902 0.548 0.233 0.049
O -8.082 2.897 -3.57 -0.178 -0.148 -0.389
O 2.291 -0.419 26.042 0.201 -0.029 -0.44
O 3.059 -5.514 25.333 0.222 0.21 0.238
O -1.42 6.139 23.017 0.358 0.073 0.155
O -6.396 7.903 -3.557 -0.346 0.514 0.532
O -7.288 7.457 -5.961 0.302 -0.632 0.104
O 3.688 -2.299 -5.381 -0.584 0.161 -0.135
O -6.25 -4.499 -3.815 0.384 -0.248 0.017
O -4.09 -2.115 25.312 -0.4 -0.218 -0.05
O 4.206 0.101 -5.978 0.023 0.175 0.483
O 3.336 6.74 22.881 -0.242 0.252 0.275
O 6.33 -1.442 25.21 -0.085 -0.112 0.049
O 6.333 7.696 -6.75 -0.239 -0.352 -0.099
O 6.835 -5.998 22.868 -0.225 0.276 0.268
O -2.184 -6.95 -5.288 0.218 0.182 -0.65
O -2.393 -0.183 25.054 0.176 -0.339 0.426
O 6.112 5.488 25.483 -0.046 0.383 -0.135
O -6.52 2.112 25.474 0.224 0.23 -0.054
O 7.642 -4.4 -4.858 -0.282 0.495 0.187
O -0.329 -5.098 -4.449 0.135 -0.118 -0.198
O 0.563 -3.05 -5.936 0.341 0.224 -0.065
O -0.284 -2.347 25.224 0.034 -0.141 0.174
O 5.652 -0.884 -4 0.061 -0.026 0.019

Results
total energy: -101658.104 eV
total energy less fixed offsets of O -438.25, Si -107.07 eV per atom: -4.904 eV
